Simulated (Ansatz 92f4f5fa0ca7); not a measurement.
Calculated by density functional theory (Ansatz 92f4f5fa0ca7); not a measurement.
Periodic cell of 215 atoms, Si132O82B1, from a study of silicon, its oxide and their interface. The atomic structure is a simulated model.
Doubt: the cutoff is far below the 930 eV that the study's wrapper takes by default for these files, so forces and energies are approximate.
This geometry differs little from another in the collection (a relaxation step or a small displacement).

Settings: functional PBE; potential files Ansatz PAW; basis plane waves; wave-function cutoff 580 eV; density cutoff ratio 5; exchange-correlation grid ratio 1; k mesh 1 x 1 x 1, Gamma-centred; self-consistency stop 5e-08 eV per atom in the density residual; occupations fixed; spin none; net charge -1 e, with a uniform compensating background and no finite-size correction.

Cell vectors (angstrom)
a, 10.938, 0, 0
b, 0, 10.938, 0
c, 0, 0, 31.5432

Atoms: element, x, y, z (angstrom)
Si, 10.4293, 0.556, 24.3977
Si, 6.0395, 10.4951, 24.1781
Si, 2.1349, 3.2492, 24.1148
Si, 8.7109, 2.2753, 24.3632
Si, 0.507, 5.0476, 24.2133
Si, 5.0729, 5.9021, 24.2546
Si, 3.3735, 7.6373, 24.2267
Si, 7.8265, 8.8271, 24.0454
Si, 1.3472, 1.4764, 25.4768
Si, 6.9124, 1.3036, 25.5144
Si, 4.031, 4.0998, 25.3498
Si, 9.6584, 4.1354, 25.4857
Si, 1.4474, 6.8226, 25.4436
Si, 6.9443, 6.9336, 25.3117
Si, 4.2261, 9.5296, 25.3696
Si, 9.5382, 9.5993, 25.4978
Si, 2.7597, -0.0159, 26.6592
Si, 8.2148, -0.0305, 26.9547
Si, 0.0244, 2.7737, 26.9334
Si, 5.4674, 2.7538, 26.683
Si, 2.7503, 5.4303, 26.8557
Si, 8.3871, 5.673, 26.8043
Si, -0.1212, 8.0589, 26.8306
Si, 5.5613, 8.1998, 26.812
Si, 4.1074, 1.3658, 28.073
Si, 9.5926, 1.3707, 28.2434
Si, 1.3427, 4.1708, 28.263
Si, 6.8833, 4.1805, 28.0124
Si, 4.1576, 6.8203, 28.1494
B, 9.5967, 6.8497, 28.058
Si, 1.3453, 9.5441, 28.0355
Si, 6.8959, 9.4891, 28.2611
Si, 0.0513, -0.0309, 29.5215
Si, 5.4653, -0.0067, 29.4804
Si, 2.7486, 2.7285, 29.5146
Si, 8.1711, 2.7838, 29.4699
Si, -0.1682, 5.6606, 29.3235
Si, 5.5198, 5.4484, 29.4994
Si, 2.7391, 8.216, 29.4401
Si, 8.4072, 8.0149, 29.3531
Si, 1.3919, 1.359, 30.8895
Si, 6.8191, 1.3805, 30.8215
Si, 4.1273, 4.0902, 30.8681
Si, 9.5673, 4.177, 30.771
Si, 1.3195, 6.847, 30.7591
Si, 6.9244, 6.8228, 30.8214
Si, 4.0908, 9.5754, 30.8287
Si, 9.5901, 9.4962, 30.8208
Si, 2.7503, -0.0282, 0.7032
Si, 8.1859, -0.0252, 0.6068
Si, -0.0359, 2.7788, 0.6168
Si, 5.4786, 2.7081, 0.6958
Si, 2.6861, 5.4861, 0.6079
Si, 8.2191, 5.4342, 0.6944
Si, 0.0376, 8.181, 0.6806
Si, 5.495, 8.2075, 0.6119
Si, 4.1184, 1.334, 2.0605
Si, 9.5241, 1.3793, 1.9671
Si, 1.3182, 4.1365, 2.0115
Si, 6.8548, 4.0554, 2.0581
Si, 4.0738, 6.8623, 1.9605
Si, 9.6061, 6.8007, 2.0404
Si, 1.3816, 9.5453, 2.064
Si, 6.8265, 9.5714, 2.026
Si, -0.0557, 0.0012, 3.3077
Si, 5.4728, -0.0266, 3.4755
Si, 2.6847, 2.7275, 3.3108
Si, 8.1934, 2.6743, 3.4718
Si, -0.0175, 5.4609, 3.5002
Si, 5.4374, 5.4756, 3.2855
Si, 2.7551, 8.1879, 3.4587
Si, 8.2241, 8.1827, 3.346
Si, 1.2822, 1.371, 4.6497
Si, 6.842, 1.2983, 4.8991
Si, 4.0547, 4.1207, 4.6154
Si, 9.5313, 4.0553, 4.8741
Si, 1.3607, 6.8661, 4.8711
Si, 6.825, 6.8021, 4.6517
Si, 4.1062, 9.5549, 4.8762
Si, 9.5672, 9.5718, 4.7185
Si, 2.6114, 0.0399, 6.08
Si, 8.2251, -0.1359, 6.2555
Si, -0.0246, 2.6501, 6.1854
Si, 5.3724, 2.7691, 6.0447
Si, 2.7483, 5.4286, 6.1208
Si, 8.0864, 5.4358, 6.1502
Si, -0.0059, 8.2974, 6.2061
Si, 5.5646, 8.1455, 6.1407
Si, 3.4708, 1.9398, 7.1509
Si, 10.0206, 0.8278, 7.4546
Si, 1.7713, 3.6552, 7.3315
Si, 6.204, 4.5245, 7.3609
Si, 4.6336, 6.3039, 7.2404
Si, 9.1597, 7.1863, 7.2987
Si, 0.8882, 10.1549, 7.4984
Si, 7.4104, 8.8833, 7.4741
O, 4.5556, 6.5957, 8.8742
O, 1.4071, 3.9766, 8.9335
O, 9.7363, 6.5439, 8.7272
O, 1.3003, 10.1047, 9.138
O, 6.0715, 4.2199, 9.0095
O, 3.7121, 1.6171, 8.7464
O, 7.1388, 8.9623, 9.1329
O, 9.6503, 1.0801, 9.0636
O, 8.2778, 2.5546, 22.7829
O, 11.0177, 5.5397, 22.6743
O, 5.6071, 0.0704, 22.6585
O, 5.2977, 5.4206, 22.6711
O, 2.1673, 2.8116, 22.4991
O, 3.3045, 7.8279, 22.5626
O, 8.3712, 8.7439, 22.4492
O, -0.1778, 11.2245, 22.7975
Si, 2.1507, 2.9642, 12.8913
Si, 8.6847, 1.3117, 10.3464
Si, 1.0597, 4.4927, 15.3546
Si, 7.5418, 5.5815, 12.1954
Si, 2.4153, 8.179, 21.2569
Si, 5.4159, 7.7967, 12.4596
Si, 9.2725, 0.4519, 15.5
Si, 2.9181, -0.0497, 16.6814
Si, 10.464, 1.1534, 12.6027
Si, 7.7715, 2.8341, 21.2821
Si, 9.1373, 8.7812, 14.4527
Si, 1.4738, 4.7702, 10.3512
Si, 4.4879, 9.4808, 19.1705
Si, 11.0761, 6.098, 21.1539
Si, 6.62, 10.4422, 14.8514
Si, 5.391, 0.7293, 21.202
Si, 2.342, 9.8106, 10.3663
Si, 0.4246, 10.6361, 21.4329
Si, 5.8484, 5.2591, 21.1678
Si, 3.6397, 7.0821, 10.0989
Si, 9.0377, 5.6826, 14.8459
Si, 3.6585, 4.084, 19.1195
Si, 10.0281, 3.6687, 19.3466
Si, 4.2596, 8.6631, 15.3613
Si, 0.4534, 1.9166, 17.179
Si, 6.7992, 7.5345, 19.277
Si, 5.2596, 3.6221, 16.7602
Si, 7.7883, 5.0184, 17.5451
Si, 6.6629, 9.9254, 10.3575
Si, 4.3783, 1.0568, 10.085
Si, -0.0316, 9.0838, 11.8933
Si, 9.0988, 8.629, 20.9874
Si, 4.5529, 1.6635, 14.5968
Si, 2.4454, 2.0853, 21.0745
Si, 6.3267, 3.3463, 10.3566
Si, 3.4292, 5.9095, 16.7417
Si, 9.8797, 6.5312, 10.3367
O, 0.1137, 2.6273, 18.6026
O, 2.9309, 9.6316, 15.5908
O, 10.8592, 4.8123, 20.1633
O, 7.583, 2.4164, 9.9321
O, 10.9222, 5.3349, 10.7868
O, 6.5972, 6.7438, 12.8561
O, 10.3268, 8.0529, 10.7739
O, 7.6705, 9.4557, 13.9975
O, 8.4202, 6.2091, 10.9802
O, 5.37, 10.5002, 20.0736
O, 2.1597, 3.7317, 11.4362
O, 7.9824, 8.5422, 19.786
O, 6.2086, 6.7273, 20.5662
O, 5.5085, 2.7123, 15.4268
O, 1.2959, 0.9318, 20.737
O, 6.0514, 9.0633, 11.6164
O, 4.616, 4.9817, 16.1201
O, 6.601, 3.9064, 17.6447
O, 10.5152, 10.6603, 11.818
O, 5.582, 0.4966, 14.0043
O, 8.0204, 5.1003, 15.9469
O, 9.7444, 9.8138, 15.5738
O, -0.4012, 5.1445, 15.1282
O, 1.5626, 6.8472, 20.8127
O, 1.5045, 0.6368, 17.1929
O, 6.6033, 1.7703, 20.8558
O, 1.0132, 1.7807, 12.8355
O, 3.2417, 5.4914, 18.3329
O, 9.5328, 2.0088, 11.5739
O, 1.011, 3.0968, 16.1967
O, 8.5664, 5.136, 13.3856
O, 10.2819, 8.5697, 13.3045
O, 1.4537, 9.4087, 21.7126
O, 10.0811, 9.928, 20.6462
O, 3.1784, 0.215, 10.8577
O, 5.0747, 2.362, 10.8178
O, 1.7312, 4.1421, 13.9235
O, 7.9164, 10.8719, 10.8367
O, 9.1395, 4.4705, 18.2406
O, 5.6434, 9.4865, 15.7731
O, 5.531, -0.0291, 9.7312
O, 3.5885, 2.3037, 13.4117
O, 1.9763, 5.6397, 16.0542
O, 9.7089, 1.0527, 14.0414
O, 4.4003, 6.9467, 11.5221
O, 4.7468, 4.5011, 20.244
O, 9.9584, 1.3327, 16.6567
O, 6.6622, 4.3228, 11.6322
O, 5.5859, 8.403, 18.601
O, 9.0643, 2.7446, 20.2845
O, 3.6106, 1.1252, 15.8049
O, 4.2238, 3.0802, 17.9263
O, 9.9097, 7.2118, 20.931
O, 3.3485, 8.6599, 9.8105
O, 3.9327, 7.4164, 16.3681
O, 7.6384, 0.4728, 15.7059
O, 8.9273, 7.2976, 15.0412
O, 3.9324, 1.437, 21.1477
O, 1.5937, 9.1476, 11.6828
O, 2.3202, 6.151, 10.189
O, 7.351, 6.4636, 18.1647
O, 7.2092, 4.3618, 21.1532
O, 4.5504, 8.2431, 13.7914
O, 3.351, 8.663, 20.0115
O, 2.4902, 3.2344, 19.8869
O, 3.7334, 10.3422, 17.9915

Results
free energy: -130700.019 eV
free energy less fixed offsets of B -154.04, O -568.88, Si -635.61 eV per atom: 2.701 eV

Forces (eV/angstrom), in the order of the atoms: element, x, y, z
Si, 0.0033, 0.0004, -0.0016
Si, -0.0005, 0.0023, -0.0017
Si, 0.0006, -0.0016, -0.0021
Si, -0.0031, -0.0002, -0.0015
Si, -0.0012, 0.0013, -0.002
Si, 0.0002, -0.002, -0.0018
Si, -0.0007, 0.0009, -0.002
Si, 0.0011, -0.0016, -0.0023
Si, 0.0004, -0.0015, -0.0015
Si, -0.0008, 0.0009, -0.0019
Si, 0.0001, -0.0001, -0.0009
Si, -0.0003, 0.0018, -0.0005
Si, -0.0013, 0.0002, -0.0001
Si, 0.0013, 0.0015, 0.0004
Si, -0.0005, -0.0002, -0.0002
Si, -0.0012, -0.0021, -0.0006
Si, -0.0006, 0.0002, -0.0008
Si, -0.0018, -0.0021, 0.0112
Si, 0.0011, 0.0009, 0.0114
Si, 0.0004, 0, -0.0011
Si, 0, -0.0001, 0.0074
Si, 0.003, -0.0002, -0.0005
Si, 0.0036, 0.0002, -0.003
Si, -0.0003, -0.0006, 0.0056
Si, -0.0001, -0.0002, -0.0011
Si, 0.0006, 0.0006, -0.0095
Si, -0.0024, -0.0011, -0.0128
Si, -0.0011, -0.0002, 0.0011
Si, 0.0003, -0.0002, -0.0067
B, -0.0182, 0.0117, -0.0094
Si, 0.0008, 0.0002, 0.0006
Si, 0.0033, 0.004, -0.0123
Si, -0.0009, 0.0009, 0.0013
Si, 0.0002, -0.0003, 0.0031
Si, 0.0004, -0.0003, 0.0031
Si, 0.0013, -0.0006, 0.0017
Si, 0.0104, -0.0084, 0.0138
Si, -0.0004, 0.001, 0.0006
Si, 0.0002, -0.0008, 0.0013
Si, 0.0038, -0.0046, 0.0036
Si, 0.0009, -0.0013, -0.0008
Si, -0.0011, 0.0012, -0.0007
Si, 0.001, -0.0009, -0.0006
Si, -0.0029, 0.0014, -0.0012
Si, -0.0025, 0.0023, -0.0012
Si, 0.0014, -0.0015, -0.0009
Si, -0.0011, 0.001, -0.0009
Si, 0.0011, -0.0013, -0.0009
Si, 0.0011, -0.0002, 0.0011
Si, -0.0005, 0.0006, 0.0004
Si, 0.0001, 0.0007, 0.0005
Si, 0.0003, -0.0009, 0.0011
Si, -0.0008, -0.0002, 0.0003
Si, 0.0007, -0.0002, 0.0008
Si, 0.0008, -0.0011, 0.0007
Si, -0.0005, 0.0008, 0.0002
Si, -0.0003, 0.0002, -0.0026
Si, 0, -0.0007, -0.0008
Si, 0.0003, -0.0002, -0.0013
Si, -0.0006, 0.0007, -0.0025
Si, 0.0006, -0.0004, -0.0008
Si, -0.0006, 0.0007, -0.001
Si, -0.001, 0.0006, -0.0025
Si, 0, -0.0001, -0.001
Si, 0.0022, 0.0019, 0.0055
Si, -0.0002, 0.0005, 0
Si, 0.0022, 0.0012, 0.009
Si, -0.0001, 0, 0.0005
Si, -0.0011, 0.0007, 0
Si, -0.0009, -0.0012, 0.0063
Si, -0.0003, 0.0001, 0.0004
Si, 0.0004, -0.0022, 0.0055
Si, -0.0016, 0.0002, -0.0082
Si, -0.0001, 0, 0.0009
Si, -0.0019, -0.0007, -0.0102
Si, 0.0007, 0, 0.0003
Si, 0.0002, -0.0008, 0.0007
Si, 0.0005, 0.0013, -0.0067
Si, 0.0005, -0.0001, 0.0009
Si, -0.0012, -0.0001, -0.0045
Si, 0.001, -0.0016, 0.0007
Si, 0.0001, 0, 0.0007
Si, 0, 0.0002, 0.0019
Si, 0.0015, -0.0019, 0.0004
Si, 0, 0.0008, 0.0019
Si, 0.0005, -0.0012, 0.0003
Si, 0.0011, -0.0001, -0.0005
Si, -0.0004, 0.0002, 0.0015
Si, 0.0003, 0.0006, 0.0028
Si, -0.0009, 0.0016, 0.0008
Si, -0.0013, 0.0004, 0.0003
Si, -0.0001, -0.0001, 0.0024
Si, -0.0014, 0.0009, 0.0008
Si, 0.0005, -0.0013, 0.0019
Si, 0.0002, -0.0001, 0.0025
Si, -0.0015, 0.0017, 0.0008
O, 0.0007, -0.0007, -0.0018
O, 0.0004, -0.0006, -0.0018
O, -0.0008, 0.0008, -0.0027
O, -0.0012, 0.0003, -0.0031
O, 0, 0.0006, -0.0025
O, 0.0001, 0.0001, -0.0019
O, 0.0006, -0.0005, -0.0018
O, 0.001, -0.0006, -0.002
O, 0.0012, -0.0006, 0.0026
O, 0.0005, -0.0011, 0.0026
O, 0.0007, -0.0014, 0.0026
O, -0.0008, 0.0009, 0.0034
O, -0.0005, 0.0013, 0.003
O, 0.001, -0.0006, 0.0031
O, -0.0014, 0.0007, 0.0033
O, -0.0013, 0.0009, 0.003
Si, 0, -0.0003, 0.0006
Si, -0.0009, 0.0005, 0.0013
Si, 0, 0.0001, -0.0001
Si, -0.0001, 0.0004, 0.0005
Si, -0.0004, 0.0005, -0.0025
Si, 0, -0.0001, 0.0004
Si, -0.0003, -0.0002, 0
Si, -0.0003, 0.0002, -0.0008
Si, 0.0004, -0.0001, 0.0004
Si, 0.0001, 0.0007, -0.0025
Si, -0.0003, 0.0002, 0.0001
Si, 0.0005, 0.0002, 0.0013
Si, -0.0001, 0.0001, -0.0014
Si, -0.0001, -0.0001, -0.0023
Si, 0.0001, 0.0001, -0.0001
Si, -0.0009, 0.0002, -0.0023
Si, 0.0007, -0.0005, 0.0014
Si, 0.0007, -0.0005, -0.0019
Si, 0.0004, -0.0002, -0.0031
Si, -0.0006, -0.0001, 0.0011
Si, 0.0003, 0.0002, 0
Si, -0.0001, 0.0003, -0.0016
Si, 0, -0.0003, -0.0014
Si, 0, 0.0002, 0.0001
Si, 0.0001, -0.0003, -0.0008
Si, -0.0003, -0.0004, -0.0013
Si, 0.0001, 0.0001, -0.0005
Si, -0.0003, -0.0004, -0.0006
Si, -0.0005, 0.0006, 0.0009
Si, 0.0007, 0.0001, 0.0002
Si, -0.0004, 0.0007, 0.0005
Si, 0.0003, -0.0003, -0.0025
Si, 0.0001, -0.0002, 0
Si, 0.0007, -0.0001, -0.0023
Si, 0.0007, -0.0008, 0.0013
Si, -0.0002, 0.0001, -0.0006
Si, 0, -0.0001, 0.0021
O, -0.0005, 0.0005, 0.0006
O, 0.0001, 0, 0.0002
O, 0.0004, 0.001, 0.0009
O, -0.0001, 0.0002, 0.0003
O, -0.0001, 0.0002, -0.0005
O, 0.0002, -0.0002, -0.0004
O, -0.0001, -0.0005, -0.0004
O, 0, -0.0001, 0
O, 0.0003, 0.0001, -0.0004
O, 0.0002, 0.001, 0.0011
O, -0.0003, 0.0007, -0.0008
O, 0.0008, 0.0003, 0.0009
O, -0.0003, -0.0006, 0.0008
O, 0, 0.0001, 0.0001
O, -0.0004, -0.0003, 0.0005
O, 0.0003, 0.0004, -0.0009
O, -0.0002, 0, 0.0002
O, 0.0002, 0.0002, -0.0001
O, 0.0002, -0.0003, 0.0001
O, -0.0001, 0, 0.0001
O, -0.0001, 0, 0.0003
O, 0, 0, -0.0002
O, -0.0001, 0, -0.0001
O, -0.0001, 0.0001, 0.0004
O, -0.0001, 0.0001, 0
O, 0, -0.0002, 0.0004
O, -0.0004, -0.0001, -0.0001
O, 0.0001, -0.0004, 0.0005
O, -0.0005, -0.0003, -0.0008
O, -0.0001, -0.0001, 0.0001
O, -0.0004, 0.0001, -0.0005
O, 0.0003, 0.0001, -0.0006
O, -0.0001, 0.0001, 0.0002
O, 0.0001, 0, 0.0004
O, 0.0002, 0, -0.0006
O, -0.0001, -0.0004, -0.001
O, -0.0001, -0.0003, -0.0001
O, -0.0003, 0.0001, -0.0006
O, 0.0004, -0.0003, 0.0005
O, -0.0002, -0.0002, -0.0001
O, -0.0004, 0.0004, 0.0006
O, -0.0004, 0.0002, -0.0002
O, 0.0001, -0.0002, -0.0001
O, 0.0002, 0.0001, -0.0006
O, -0.0003, 0.0001, -0.0007
O, 0.0009, 0.0005, 0.0011
O, 0.0002, 0.0002, 0
O, -0.0002, -0.0005, -0.0008
O, 0.0001, 0.0001, 0.0004
O, -0.0009, -0.0003, 0.0008
O, -0.0001, 0, 0
O, -0.0004, 0.0001, 0.0006
O, 0, 0.0001, 0.0003
O, -0.0002, 0.0003, 0
O, 0, 0, -0.0001
O, 0, 0, -0.0001
O, 0, -0.0001, -0.0002
O, 0.0004, -0.0002, 0.0003
O, -0.0001, 0.0004, -0.0006
O, 0.0002, -0.0001, 0
O, -0.0002, 0.0007, 0.0005
O, -0.0002, -0.0003, 0.0004
O, 0.0002, -0.0001, -0.0005
O, -0.0008, -0.0005, 0.001
O, -0.0004, -0.0008, 0.001
O, 0.0005, -0.0005, 0.0009

The program warned: the cutoff lies below the one the program advises for these potential files; the forces do not sum to zero within the program's tolerance; the exchange-correlation potential is rough where the density is thin.
